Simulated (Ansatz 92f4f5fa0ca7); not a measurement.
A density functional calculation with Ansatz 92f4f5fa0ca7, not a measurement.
Periodic cell of 221 atoms, Si132O88H1, from a study of silicon, its oxide and their interface. The atomic structure is a simulated model.
This geometry differs little from another in the collection (a relaxation step or a small displacement).

Settings
functional: PBE
potential files: Ansatz PAW
basis: plane waves
wave-function cutoff: 700 eV
density cutoff ratio: 5
exchange-correlation grid ratio: 1
k mesh: 2 x 2 x 1, shifted by 0.5 0.5 0.5 of a step
self-consistency stop: 5e-08 eV per atom in the density residual
occupations: fixed
spin: none
net charge: +1 e, with a uniform compensating background and no finite-size correction

Cell vectors (angstrom)
a  10.938  0  0
b  0  10.938  0
c  0  0  32.8513

Atoms and the computed forces on them: element, x, y, z (angstrom), force x, y, z (eV/angstrom)
Si  -0.2317  0.352  25.3362  -0.027  0.0182  -0.058
Si  5.775  -0.1451  25.3768  0.0094  -0.0189  -0.0357
Si  2.5377  3.0902  25.3931  -0.0156  0.0263  -0.0613
Si  8.4798  2.6068  25.2881  0.0182  -0.0154  -0.0471
Si  0.3055  5.3144  25.3791  0.0108  -0.0114  -0.0308
Si  5.209  5.8048  25.4669  -0.03  0.0162  -0.0771
Si  3.005  8.0442  25.4049  0.0119  -0.0164  -0.0268
Si  7.9909  8.5536  25.4057  -0.0263  0.0175  -0.0582
Si  1.3714  1.4609  26.6644  0.0036  -0.0217  0.0157
Si  6.9065  1.4492  26.6747  -0.0081  -0.0073  -0.0041
Si  4.0891  4.1956  26.7642  -0.0055  -0.0218  0.0096
Si  9.6197  4.1543  26.6611  -0.0129  -0.0052  -0.0039
Si  1.4119  6.8941  26.7239  -0.0047  -0.0139  -0.0096
Si  6.8491  6.934  26.7078  0.0031  -0.0145  0.011
Si  4.1566  9.6419  26.6874  -0.0086  -0.0092  -0.0094
Si  9.5839  9.689  26.6988  0.0088  -0.0181  0.0079
Si  2.7171  0.0316  28.0285  0.0031  0.006  -0.0036
Si  8.1919  0.0439  28.0911  0.0014  0.0062  -0.0021
Si  -0.0127  2.761  28.0758  -0.0051  -0.0002  -0.001
Si  5.4664  2.7539  28.0472  0.0062  0.0025  -0.0075
Si  2.708  5.5054  28.1262  -0.0039  0.0049  -0.0169
Si  8.1991  5.4885  28.0314  0.003  0.0027  -0.0039
Si  -0.0191  8.2399  28.0444  -0.0027  0.0087  -0.0089
Si  5.4561  8.2386  28.0941  -0.0049  0.0049  -0.0071
Si  4.1018  1.3673  29.4331  -0.0197  0.0316  -0.2326
Si  9.5708  1.3673  29.4331  0.0649  0.1641  0.2165
Si  1.3673  4.1018  29.4331  -0.1481  0.0296  0.2877
Si  6.8362  4.1018  29.4331  0.0686  0.1021  -0.2026
Si  4.1018  6.8362  29.4331  0.0569  0.2012  0.3214
Si  9.5708  6.8362  29.4331  -0.0221  0.0666  -0.2323
Si  1.3673  9.5708  29.4331  0.0389  0.1352  -0.2266
Si  6.8362  9.5708  29.4331  0.0232  0.1872  0.192
Si  0  0  30.8003  0.0326  0.0336  -0.0215
Si  5.469  0  30.8003  0.055  -0.0341  -0.0016
Si  2.7345  2.7345  30.8003  0.0158  0.0363  -0.012
Si  8.2035  2.7345  30.8003  0.0817  0.0083  -0.0043
Si  0  5.469  30.8003  0.0493  -0.0305  0.0055
Si  5.469  5.469  30.8003  0.0232  0.044  -0.0181
Si  2.7345  8.2035  30.8003  0.0614  0.0052  -0.0083
Si  8.2035  8.2035  30.8003  0.0156  0.025  -0.0197
Si  1.3673  1.3673  32.1676  -0.0243  -0.0496  0.0084
Si  6.8362  1.3673  32.1676  -0.0411  0.0106  -0.0041
Si  4.1018  4.1018  32.1676  -0.0023  0.0033  0.0089
Si  9.5708  4.1018  32.1676  -0.0785  0.0407  -0.0008
Si  1.3673  6.8362  32.1676  0.0072  0.034  -0.015
Si  6.8362  6.8362  32.1676  0.0001  -0.0086  0.0097
Si  4.1018  9.5708  32.1676  -0.071  0.0287  -0.0067
Si  9.5708  9.5708  32.1676  0.0029  -0.0007  0.0043
Si  2.7345  0  0.6835  0.0784  -0.0608  -0.011
Si  8.2035  0  0.6835  0.0014  -0.0084  -0.018
Si  0  2.7345  0.6835  0.0534  0.0253  0.0046
Si  5.469  2.7345  0.6835  0.0094  -0.0039  0.0265
Si  2.7345  5.469  0.6835  -0.0815  0.0522  -0.0295
Si  8.2035  5.469  0.6835  0.0843  -0.0461  -0.0118
Si  0  8.2035  0.6835  0.0198  -0.0313  0.0172
Si  5.469  8.2035  0.6835  0.042  0.0204  0.0016
Si  4.1018  1.3673  2.0507  -0.0989  -0.0737  0.0379
Si  9.5708  1.3673  2.0507  -0.0946  -0.1387  -0.0008
Si  1.3673  4.1018  2.0507  0.0816  0.0433  -0.0343
Si  6.8362  4.1018  2.0507  0.0098  0.0799  0.0314
Si  4.1018  6.8362  2.0507  -0.121  -0.0904  0.0175
Si  9.5708  6.8362  2.0507  -0.16  -0.0247  0.0021
Si  1.3673  9.5708  2.0507  0.0201  0.122  -0.0046
Si  6.8362  9.5708  2.0507  -0.0152  -0.026  -0.0002
Si  0  0  3.418  0.2573  0.0908  -0.412
Si  5.469  0  3.418  0.1213  -0.002  0.06
Si  2.7345  2.7345  3.418  0.0333  0.3623  -0.2414
Si  8.2035  2.7345  3.418  -0.1017  -0.0574  0.4414
Si  0  5.469  3.418  -0.0271  -0.3515  0.2101
Si  5.469  5.469  3.418  -0.0887  -0.3446  0.2187
Si  2.7345  8.2035  3.418  0.06  -0.1444  0.2378
Si  8.2035  8.2035  3.418  -0.3027  -0.4683  -0.5885
Si  1.2921  1.4778  4.7355  0.002  0.0157  0.0111
Si  6.8299  1.338  4.8389  -0.039  0.0158  0.0095
Si  4.161  3.9832  4.8475  -0.0132  -0.0036  0.0029
Si  9.5654  4.0763  4.8483  -0.0012  -0.0189  0.001
Si  1.417  6.7468  4.794  0.0017  -0.023  0.0079
Si  6.8188  6.827  4.7856  -0.0087  -0.0134  0.0049
Si  4.1135  9.577  4.7853  0.0122  -0.0176  0.015
Si  9.6354  9.4728  4.661  -0.003  0.0039  0.026
Si  2.6624  0.0789  5.9651  0.0689  0.0405  0.0211
Si  8.2776  -0.1456  5.9746  0.0005  0.0163  0.0194
Si  -0.06  2.6788  6.3062  0.0208  -0.0184  -0.0182
Si  5.3785  2.4912  6.4022  -0.0008  0.0179  -0.0342
Si  2.7555  5.3326  6.1978  -0.0127  0.017  0.0349
Si  8.055  5.3308  6.1749  0.0476  0.0001  0.0213
Si  -0.1068  8.0126  6.0543  -0.0094  0.0671  -0.0044
Si  5.46  8.1957  6.1922  0.0312  0.0068  -0.0278
Si  3.6471  1.2814  7.7837  -0.0642  -0.012  0.0232
Si  9.789  0.8591  7.4463  0.0179  -0.0538  0.0308
Si  1.6244  3.745  7.6018  0.0187  0.0151  0.0097
Si  6.4919  4.1831  7.6172  0.0031  0.0405  0.0681
Si  4.3689  6.5307  7.4508  -0.0027  -0.0065  0.0756
Si  9.2326  6.9022  7.4216  -0.0071  0.0123  0.0385
Si  1.0846  9.7357  7.0168  -0.0063  0.0553  0.026
Si  7.192  9.2829  7.3898  0.0315  0.0059  0.0135
O  1.4084  4.186  24.8564  0.0094  -0.0002  -0.0103
O  6.8574  9.6413  24.862  0.0066  0.0002  -0.0101
O  2.6581  2.565  8.1842  -0.0026  0.0026  0.0165
O  8.2186  8.1014  7.9631  -0.0021  -0.0122  0.0217
O  5.4505  5.4103  7.9641  -0.0171  -0.0024  0.0043
O  0.0665  -0.2047  7.8928  -0.0365  0.015  0.0067
O  4.0976  6.9017  24.9039  0.0097  0.0017  -0.0166
O  9.5727  1.4487  24.7949  0.0066  0.01  -0.0079
O  2.3315  9.0614  7.8759  -0.0002  -0.1779  0.1606
O  1.0501  4.4913  8.9752  -0.0262  0.0488  -0.0085
O  8.8967  1.1249  8.8319  0.0034  -0.0165  -0.0111
O  6.8264  10.2228  8.7192  0.0148  -0.0083  0.0015
O  3.8938  0.4066  9.2597  -0.0074  0.0201  -0.0197
O  3.8658  7.165  8.9189  -0.1104  0.0611  -0.0555
O  6.9131  3.6851  9.1542  -0.0142  -0.0225  -0.0035
O  9.8516  6.0863  8.7244  0.1103  0.0266  0.0218
O  3.2852  2.482  24.0574  0.005  -0.0013  0.0164
O  5.1753  0.5856  24.0268  -0.0033  0.0068  0.0071
O  7.8606  3.3379  23.9264  -0.0134  -0.0053  0.0126
O  10.6102  6.0273  24.0351  -0.0021  0.0088  0.0035
O  8.7076  7.9145  24.0694  0.0067  0.0009  0.0142
O  2.355  8.7178  24.0504  -0.0109  0.0006  0.002
O  5.846  5.0911  24.142  0.0071  -0.0102  0.0267
O  0.4773  10.6393  23.9942  -0.0015  -0.0081  0.0178
Si  3.649  10.4436  10.6103  0.0258  -0.0327  -0.0163
Si  0.9866  3.2203  12.6627  -0.046  0.0252  0.0104
Si  -2.3786  -1.9126  11.7633  0.0141  -0.0056  -0.004
Si  4.4688  1.7856  23.1815  0.003  -0.0051  -0.0053
Si  -6.1851  -7.5672  17.3069  0.0011  -0.0082  0.0232
Si  3.3725  -11.0486  15.9491  -0.0232  -0.0272  0.0256
Si  1.2013  9.4389  23.1576  0.0064  -0.0072  -0.0067
Si  15.7741  8.4417  17.4782  0.0151  0.0018  0.0042
Si  -1.8763  3.165  12.6098  -0.0005  0.0087  0.0112
Si  -1.2745  4.3032  19.1782  0.0065  -0.0003  0.0171
Si  2.4416  0.5348  21.1767  -0.0027  0.0028  0.0114
Si  5.0295  12.9365  14.704  0.0963  0.0149  0.0733
Si  10.8174  18.0743  12.0406  -0.0186  0.0085  0.007
Si  2.5789  0.8535  13.2311  -0.0079  0.0077  0.0303
Si  7.7687  11.1902  9.6481  0.0081  -0.0037  0.0115
Si  0.2634  5.9961  17.1345  -0.0213  -0.001  -0.0008
Si  5.5091  -2.3164  12.3864  0.0062  -0.0053  0.0002
Si  2.5448  -2.8602  9.1257  -0.1065  -0.0979  -0.0632
Si  3.9425  3.4565  12.2146  0.0046  0.0067  0.0249
Si  7.9635  6.0657  21.028  -0.0013  0.0021  0.0059
Si  7.2911  -2.406  19.2757  0.0045  -0.0032  0.0134
Si  10.3951  5.2195  14.2566  -0.011  0.0179  0.0109
Si  2.4148  1.3931  18.3331  -0.0176  -0.0135  0.0207
Si  9.766  -2.1968  17.4387  -0.0029  0.008  -0.0036
Si  6.6603  2.9183  10.5568  0.0391  -0.0035  -0.0185
Si  -3.0828  1.4052  14.622  0.0267  -0.021  0.0129
Si  0.1315  1.9924  20.1543  -0.0006  0.0057  0.0205
Si  8.9542  -0.0209  19.2122  0.0051  0.0031  0.0085
Si  6.6059  4.064  23.1521  -0.0058  0.0068  0.0014
Si  9.9074  7.2375  23.203  0.0044  0  -0.0027
Si  7.7471  2.3601  17.5878  0.0239  -0.0036  0.004
Si  11.2536  5.8375  9.5111  0.0557  0.1219  -0.027
Si  6.4211  7.815  14.9043  0.0135  0.0002  -0.0009
Si  4.5825  -4.743  13.7448  0.0046  0.0267  0.003
Si  3.4015  6.0738  16.7287  -0.01  0.008  -0.0006
Si  8.799  -1.4855  14.7261  0.0094  -0.0095  -0.0055
O  5.8973  7.8483  16.4122  -0.0144  0.0079  -0.011
O  5.7568  -2.0606  18.7469  0.0073  -0.0083  -0.0109
O  7.9753  2.2776  15.9738  -0.0162  -0.021  -0.0019
O  -1.7034  -1.3747  13.1685  -0.0158  -0.0009  0.0001
O  7.0508  -2.5758  11.876  -0.0058  0.0123  0.0026
O  14.6467  7.3107  17.7475  0.0037  -0.012  -0.0035
O  1.2209  1.6367  21.3085  0.0076  -0.0238  -0.0392
O  3.9053  13.013  13.3933  -0.0801  0.0358  -0.0743
O  -2.0037  1.7706  13.4682  -0.0161  0.0123  0.0074
O  0.1321  5.7682  11.1368  0.0152  0.0352  -0.081
O  6.2313  2.9487  17.8651  -0.0156  0.0006  -0.0215
O  8.5281  5.2919  19.7259  0.013  -0.0086  0.0104
O  -3.067  -0.1645  15.0096  0.0069  0.0313  -0.0065
O  -0.6057  5.4544  15.8539  0.0229  0.0052  -0.0091
O  -0.0553  7.5589  17.4885  -0.0073  -0.02  -0.0018
O  -0.4152  3.0598  11.8354  0.0141  0.0088  0.0246
O  7.1353  -3.6039  20.3798  0.0185  0.0179  -0.0158
O  10.8432  5.1094  18.4286  -0.012  0.0095  -0.0101
O  3.7874  1.1029  21.8715  -0.0143  0.0056  0.011
O  -8.561  3.4706  11.7676  0.0265  -0.0322  0.028
O  7.9672  0.888  18.2555  0.009  0.0221  -0.0004
O  10.3818  14.388  20.3734  -0.008  -0.0078  -0.04
O  3.67  6.3715  15.1044  0.0082  -0.0158  -0.0099
O  0.9525  2.0276  18.7068  0.0185  -0.0039  0.0057
O  1.8264  -5.1984  16.8013  0.0152  0.0042  0.0124
O  6.7622  12.2446  10.388  0.0072  0.0239  -0.0133
O  7.8055  14.3591  11.6116  -0.0123  -0.0219  -0.0051
O  9.591  -3.0539  11.2465  0.0008  0.0068  0.0174
O  12.1186  18.9877  12.3378  0.0151  0.0201  -0.0411
O  0.8158  4.3639  13.8146  -0.0118  -0.0205  -0.025
O  -0.5559  -4.2699  13.5365  -0.0028  -0.0331  -0.0061
O  2.7197  9.1074  10.389  0.0039  -0.0066  -0.0291
O  1.2142  7.1887  9.3007  0.1019  -0.0693  0.0259
O  5.1033  14.1072  11.1395  -0.0185  -0.0017  0.0346
O  4.7405  0.7236  15.6292  -0.0044  0.0316  -0.0342
O  2.7945  0.375  19.5643  -0.0137  0.0327  -0.0126
O  4.3024  4.7198  13.1215  -0.013  -0.0626  -0.0233
O  9.2336  6.617  21.8672  -0.014  0.0013  0.007
O  5.6629  8.9879  13.9945  0.0133  -0.0252  0.0031
O  -1.0962  0.9071  20.1994  -0.0033  0.0027  -0.0157
O  7.0844  4.9867  21.8839  0.0076  -0.0041  0.0091
O  -2.9354  -2.8926  14.8845  -0.033  0.012  -0.0039
O  1.9264  -0.8717  21.8252  -0.0088  0.0171  0.0199
O  -0.8643  -0.8948  18.3772  -0.0259  -0.0147  -0.0013
O  2.2723  0.6364  16.8769  0.031  -0.0077  -0.0135
O  2.7345  -0.2432  14.4127  0.0147  0.0735  -0.032
O  5.5638  2.8929  22.6719  0.0009  0.0025  0.021
O  8.9115  -7.6051  18.1175  -0.016  -0.0212  0.0076
O  3.6143  2.4876  18.0716  0.0274  0.0103  -0.0168
O  -1.037  -1.5936  15.9037  -0.0036  0.0067  0.0052
O  2.796  0.3836  11.7168  0.0029  0.0081  0.0023
O  1.2698  1.7673  13.4102  0.0616  -0.0062  -0.008
O  -7.0155  -1.3617  16.7592  0.0028  0.0107  -0.0046
O  6.4187  12.7819  13.925  -0.0736  0.0015  0.0209
O  4.7812  -7.6683  15.6413  0.0051  -0.0533  -0.0289
O  0.0783  8.3372  22.7272  0.0003  0.0017  0.0174
O  7.946  -1.0676  19.978  0.0075  -0.015  -0.0355
O  4.4932  -3.6444  12.4832  0.0092  -0.0058  0.0145
O  -2.6377  -2.7614  17.9894  0.0136  0.0161  0.0186
O  4.9363  9.843  11.4512  -0.0086  0.0075  0.003
O  9.1043  4.3759  13.7069  0.0296  -0.0154  -0.0126
O  8.5347  -0.6378  10.7681  -0.0213  -0.0036  -0.0097
O  4.3432  -6.0095  17.4207  -0.0077  -0.0122  0
O  6.133  -4.6028  14.2545  -0.033  0.0183  0.0052
H  12.6195  19.4271  11.6215  -0.0235  -0.0194  0.0312

Results
free energy: -133999.538 eV
free energy less fixed offsets of H -17.10, O -569.03, Si -635.61 eV per atom: -7.278 eV

The program warned: the cutoff lies below the one the program advises for these potential files; the exchange-correlation potential is rough where the density is thin.
